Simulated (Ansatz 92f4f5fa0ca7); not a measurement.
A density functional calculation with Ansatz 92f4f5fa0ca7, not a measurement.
Periodic cell of 223 atoms, Si131O90P2, from a study of silicon, its oxide and their interface. The atomic structure is a simulated model.
Doubt: the cutoff is far below the 930 eV that the study's wrapper takes by default for these files, so forces and energies are approximate.
This geometry differs little from another in the collection (a relaxation step or a small displacement).

Settings
functional: PBE
potential files: Ansatz PAW
basis: plane waves
wave-function cutoff: 580 eV
density cutoff ratio: 5
exchange-correlation grid ratio: 1
k mesh: 1 x 1 x 1, Gamma-centred
self-consistency stop: 5e-08 eV per atom in the density residual
occupations: fixed
spin: none
net charge: 0

Cell vectors (angstrom)
a 10.938 0 0
b 0 10.938 0
c 0 0 32.1988

Atoms: element, x, y, z (angstrom)
Si 10.5761 0.2062 24.8706
Si 5.7274 10.6584 24.7506
Si 2.4656 2.8975 24.6516
Si 8.4133 2.4449 24.8289
Si 0.2625 5.1483 24.7633
Si 5.1375 5.7277 24.7025
Si 2.9223 7.9876 24.6057
Si 7.9278 8.4143 24.7349
Si 1.3182 1.3647 26.0437
Si 6.8342 1.2951 26.1218
Si 4.0304 4.0888 25.9989
Si 9.5928 4.0453 26.0877
Si 1.3852 6.8125 26.0038
Si 6.7576 6.8342 26.0304
Si 4.09 9.5192 26.0034
Si 9.4553 9.5516 26.1477
Si 2.7238 -0.0178 27.3536
Si 8.1555 -0.029 27.552
Si 0.0007 2.7081 27.488
Si 5.4365 2.7349 27.3693
Si 2.718 5.4575 27.4319
Si 8.1807 5.4625 27.3625
Si -0.0103 8.1744 27.3762
Si 5.4318 8.1877 27.4493
Si 4.0789 1.3599 28.7484
Si 9.5681 1.3491 28.8411
Si 1.3554 4.1045 28.8112
Si 6.8241 4.0927 28.7481
Si 4.0861 6.8125 28.8045
Si 9.5549 6.8199 28.7546
Si 1.364 9.5537 28.7443
Si 6.7816 9.5427 28.848
Si 0.0166 -0.0211 30.1541
Si 5.442 0.0138 30.1598
Si 2.7343 2.7326 30.1461
Si 8.1928 2.7418 30.1508
Si -0.0126 5.475 30.151
Si 5.4757 5.4584 30.1473
Si 2.726 8.2039 30.1442
Si 8.2037 8.19 30.1524
Si 1.3673 1.3673 31.515
Si 6.8362 1.3673 31.515
Si 4.1018 4.1018 31.515
Si 9.5708 4.1018 31.515
Si 1.3673 6.8362 31.515
Si 6.8362 6.8362 31.515
Si 4.1018 9.5708 31.515
Si 9.5708 9.5708 31.515
Si 2.7345 0 0.6835
Si 8.2035 0 0.6835
Si 0 2.7345 0.6835
Si 5.469 2.7345 0.6835
Si 2.7345 5.469 0.6835
Si 8.2035 5.469 0.6835
Si 0 8.2035 0.6835
Si 5.469 8.2035 0.6835
Si 4.1289 1.3603 2.0586
Si 9.563 1.3786 2.0447
Si 1.3692 4.1201 2.0419
Si 6.8323 4.1168 2.0475
Si 4.1042 6.8358 2.0665
Si 9.5787 6.8428 2.0499
Si 1.4121 9.5367 2.0362
Si 6.8223 9.5927 2.045
Si 0.0438 -0.0082 3.3188
Si 5.5055 0.0216 3.4786
Si 2.7966 2.7948 3.369
Si 8.2115 2.7795 3.4205
Si 0.0338 5.5066 3.4293
Si 5.4911 5.4893 3.4274
Si 2.8021 8.2347 3.4749
Si 8.2022 8.2348 3.3742
Si 1.4138 1.3829 4.61
Si 6.9124 1.3981 4.8327
Si 4.1742 4.0894 4.8186
Si 9.5736 4.1551 4.7806
Si 1.4238 6.851 4.8154
Si 6.8216 6.9208 4.7609
Si 4.1841 9.588 4.9042
Si 9.596 9.6162 4.6785
Si 2.7307 0.1031 6.0841
P 8.2628 -0.0304 6.0028
Si 0.0261 2.6771 5.9769
Si 5.4878 2.6969 6.3111
Si 2.8176 5.4903 6.1915
Si 8.1475 5.5265 6.1106
Si -0.0246 8.2067 6.1086
Si 5.6048 8.2577 6.3051
Si 3.7896 1.5802 7.6243
Si 9.7685 1.1225 7.2703
Si 1.5873 3.805 7.29
Si 6.6164 4.4141 7.5164
Si 4.414 6.672 7.5495
Si 9.3016 7.085 7.434
Si 1.0886 9.9038 7.2758
P 7.045 9.3393 8.0323
O 8.3725 8.3977 7.8198
O 2.685 2.7693 7.9839
O 9.516 1.3366 24.2722
O 4.0426 6.8488 24.1337
O -0.0872 0.0055 7.8334
O 5.49 5.5091 8.0622
O 6.841 9.5524 24.204
O 1.3599 4.0441 24.1763
O 3.8274 7.4572 8.903
O 0.6051 4.3852 8.4701
O 9.7533 6.3428 8.8547
O 1.9395 9.3773 8.5774
O 7.4321 3.8831 8.8546
O 4.1966 0.8829 9.0826
O 6.6488 8.7109 9.5108
O 9.021 1.7611 8.5851
O 7.6853 3.1168 23.5221
O 10.4779 5.8129 23.4529
O 5.0727 0.4073 23.4138
O 5.83 5.0517 23.3737
O 3.0832 2.1805 23.2885
O 2.2802 8.6903 23.2355
O 8.5965 7.7227 23.3942
O 0.2171 10.3082 23.5993
Si 4.3622 1.5345 22.4821
Si 3.4062 7.8346 14.1513
Si 7.0795 0.9042 14.6686
Si 0.9238 9.3192 22.538
Si 1.1082 4.2066 11.8453
Si 6.2198 8.9031 15.35
Si 0.6396 1.2659 12.3356
Si 8.5951 4.906 20.5326
Si 0.2408 5.7054 9.3331
Si 5.0596 3.0471 17.9593
Si 0.8401 3.6644 16.7592
Si 10.3447 2.7788 19.2445
Si 5.223 1.0749 10.3622
Si 0.8487 0.1229 19.8629
Si 6.5486 9.2285 11.0678
Si 9.2785 9.6137 18.378
Si 9.3281 9.1025 12.6375
Si 6.5386 3.8075 22.6005
Si 2.3802 8.0448 9.3843
Si 10.5459 7.2896 17.184
Si 2.4379 6.2462 16.7127
Si 10.1423 4.3991 14.1805
Si 6.0957 9.1251 18.5519
Si 7.9 2.4754 9.5271
Si 8.8474 2.0407 12.4363
Si 5.3171 6.1729 18.1095
Si 3.8803 0.4962 19.4972
Si 4.1839 3.6994 12.0928
Si 5.4363 6.4137 12.3991
Si 7.9744 2.4246 17.2217
Si 4.2885 2.3803 15.0103
Si 1.5128 1.1194 15.2935
Si 1.5159 9.3028 12.0863
Si 7.9954 6.7308 13.9426
Si 10.3319 9.7365 15.5503
Si 9.7867 6.9783 22.5592
Si 8.0735 5.411 17.436
O 5.8879 7.8736 11.7473
O 5.991 9.1469 16.9319
O 7.6265 1.2946 13.186
O 0.9028 1.6779 13.8921
O 9.4145 6.1591 16.9287
O 6.6881 5.9776 13.3458
O 5.1245 4.5792 18.6327
O 9.1727 2.0761 18.2977
O 2.3267 0.0459 19.0921
O 9.3494 10.1471 16.8119
O 2.7193 4.2968 11.6615
O 5.0124 10.2528 19.1369
O 9.3675 3.1838 13.4462
O 0.4091 1.7074 19.9739
O 3.1371 1.2036 15.1249
O 8.1168 5.3202 19.0483
O 3.8484 6.5181 17.4835
O 4.4832 3.203 16.4209
O 9.0562 5.5881 14.3839
O 5.4234 2.7208 22.1379
O 10.6464 4.0078 15.6624
O 0.27 3.7933 18.2825
O 10.3932 10.4472 19.2393
O 9.5768 9.8687 14.097
O 10.8855 8.0883 22.1035
O 1.1968 2.0888 16.5596
O 9.6864 3.6904 20.4322
O 8.0956 3.9606 16.7074
O -0.0992 8.9768 11.9747
O 6.5339 2.3205 17.9824
O 5.5387 10.5658 11.1289
O 7.693 9.5564 18.9005
O 9.9942 0.8909 12.1422
O 1.3383 6.8561 9.0594
O 0.5705 4.6911 13.3154
O 5.6865 7.5564 19.0163
O 5.1719 4.9541 11.6504
O 2.5779 7.0286 15.2972
O 0.822 2.6316 11.4702
O 0.7936 10.613 15.5795
O 2.3489 8.4897 10.9442
O 4.6466 2.2909 11.3344
O 4.0859 3.3818 13.7176
O 2.129 4.6459 16.5372
O 10.6983 8.1673 15.8067
O 6.8423 10.2424 14.6844
O 2.3048 8.8493 13.4583
O 8.0215 1.4543 15.9002
O 3.9974 6.7215 13.1133
O 4.1443 1.9494 18.7643
O 7.2553 4.3907 21.2797
O 8.4537 2.7571 11.0298
O 1.1231 6.7922 17.54
O 5.6407 1.5755 14.7785
O 8.0459 9.6435 11.7003
O 9.1913 6.2406 21.2435
O 8.8639 7.566 12.8656
O 1.6008 0.0088 11.9184
O 6.611 6.0853 17.0853
O 7.3699 7.7572 15.0703
O 1.1922 10.2542 21.24
O 9.9256 8.117 18.4358
O 3.9079 0.7959 21.1086
O 0.2739 5.223 10.8756
O 6.6302 1.4833 9.6592
O 4.728 8.617 14.7295

Results
free energy: -135974.543 eV
free energy less fixed offsets of O -568.88, P -755.39, Si -635.61 eV per atom: 0.347 eV

Forces (eV/angstrom), in the order of the atoms: element, x, y, z
Si -0.0025 0.0011 -0.0032
Si -0.0022 -0.002 0.0042
Si -0.0017 -0.0009 0.0004
Si -0.0005 -0.0007 0.0053
Si -0.0025 -0.0008 0.0032
Si -0.0008 0 0.0003
Si -0.0006 0.0007 0.0006
Si -0.0033 -0.0006 0.0012
Si -0.0017 0.0015 0.0018
Si 0.0032 -0.0024 -0.0005
Si -0.0004 -0.0002 0.0001
Si 0.0014 -0.0029 -0.0007
Si 0.001 -0.0019 -0.0019
Si -0.0017 0.0005 0.001
Si 0.0015 -0.0023 -0.0006
Si -0.0021 0.0012 0.0019
Si 0.0003 -0.0001 0.0002
Si 0.0004 0.0014 -0.0057
Si -0.0017 -0.0015 -0.0048
Si 0.0001 -0.0002 0.0007
Si -0.001 -0.0005 -0.0011
Si 0.0004 0.0004 0
Si -0.0006 0.0006 0.0012
Si 0.0014 0.0014 -0.0042
Si -0.0008 0.0007 0.0005
Si 0.0007 0.0001 0.0003
Si 0.0011 -0.0005 0.0014
Si 0.0003 -0.0003 0.0007
Si -0.0001 -0.0009 0.002
Si -0.0013 -0.0001 0.0003
Si -0.0003 0.0006 0.0006
Si -0.0009 -0.0034 0.0004
Si -0.0006 -0.0011 0.0002
Si 0.0004 0.002 -0.0003
Si 0.0009 -0.0005 0
Si -0.001 -0.0001 -0.0004
Si -0.0003 0.0006 0
Si -0.0001 -0.0004 0.0003
Si -0.0001 0.0001 0
Si 0.0018 0.001 0.0003
Si 0.0658 -0.0372 0.0234
Si -0.0529 0.0839 -0.0173
Si 0.0513 -0.0888 0.009
Si -0.0586 0.0656 0.0069
Si -0.0945 0.0547 -0.0503
Si 0.0712 -0.0829 0.0437
Si -0.152 0.0365 0.0101
Si 0.062 -0.0701 0.0293
Si 0.182 -0.0095 0.0238
Si -0.0736 0.1007 -0.0665
Si -0.0241 0.0458 -0.0127
Si 0.0832 -0.0363 0.0139
Si -0.0283 0.179 -0.0541
Si 0.0691 0.0174 0.0195
Si 0.1207 -0.1242 -0.0349
Si -0.0665 0.0083 0.0437
Si 0.0007 0.0023 0
Si -0.0032 0.0021 0
Si -0.0013 0.0008 0.0011
Si -0.0049 0.0012 -0.0024
Si -0.0018 0 0.0014
Si 0.0008 0.0012 0.0008
Si 0.0008 -0.0002 -0.0008
Si -0.0009 0.0015 0.0002
Si -0.0039 -0.0101 0.002
Si -0.0008 0.0003 0.0003
Si 0.0036 -0.002 0.0011
Si 0.003 -0.0064 0.0084
Si -0.0023 0.002 0.0009
Si 0.0094 0.0055 0.0037
Si -0.0002 0.005 0.0011
Si 0.005 -0.0019 0.0018
Si 0.0028 0.0076 0.0058
Si 0.0047 0.0036 -0.0034
Si -0.0073 -0.0029 0.0047
Si -0.0015 -0.0007 -0.0044
Si 0.0053 -0.0075 -0.0071
Si -0.0058 0.0002 -0.0006
Si 0.0013 -0.0074 -0.0007
Si 0.0147 -0.0184 -0.0229
Si 0.0015 0.0022 -0.0087
P -0.0263 0.02 0.0223
Si -0.0045 -0.0087 0.0026
Si 0.0016 0.0001 -0.0035
Si 0.0079 -0.0029 0.014
Si 0.0035 -0.0014 -0.001
Si -0.0017 0.0086 -0.0042
Si 0.0001 -0.0067 0.0106
Si -0.0049 0.0014 0.0094
Si 0.0062 0.0038 0.0218
Si 0.0016 -0.0034 -0.0057
Si -0.0054 0.0051 -0.0019
Si -0.0008 0.0041 -0.0299
Si -0.0221 -0.0063 0.0056
Si -0.0018 0.0014 0.024
P 0.0036 0.0094 0.0116
O 0.0022 0.0066 -0.0008
O -0.0027 0.0015 0.0011
O 0.0006 -0.0015 -0.0014
O -0.0004 -0.0007 0.0013
O -0.005 -0.0041 -0.0216
O -0.0033 -0.0066 0.0073
O 0.0004 -0.0005 -0.0019
O -0.0002 -0.0006 0.0001
O -0.0085 0.0018 0.0064
O 0.0037 -0.0015 -0.005
O 0.0085 -0.0051 -0.0008
O -0.0049 0.0002 -0.0038
O 0.0045 0.0018 0.0014
O -0.0017 0.0023 -0.0052
O -0.0013 0.0128 0.0079
O 0.0093 -0.0061 -0.0119
O -0.0014 -0.0005 -0.0014
O -0.0007 0 -0.0014
O -0.0008 0.0005 -0.0008
O -0.0002 -0.0011 -0.0002
O 0.0004 -0.0008 -0.0001
O -0.001 -0.0004 -0.001
O 0.0007 -0.0011 0.0009
O 0.0005 -0.0017 0.003
Si -0.0001 -0.0004 -0.0004
Si -0.0009 -0.0015 0.0008
Si -0.0001 -0.0011 -0.0001
Si 0 0.0001 0.0007
Si -0.0023 -0.0018 0.0002
Si -0.0011 -0.0016 -0.0005
Si -0.0029 -0.002 -0.0007
Si -0.002 -0.0013 -0.0003
Si -0.002 -0.0018 0.0034
Si -0.0015 -0.0012 -0.0005
Si -0.0012 -0.0014 0
Si -0.0012 -0.0011 -0.0005
Si 0.003 -0.0058 0.0007
Si -0.0012 -0.0014 0.0005
Si -0.0012 -0.0135 -0.0297
Si -0.0013 -0.0011 -0.0006
Si -0.0025 -0.0006 -0.0007
Si 0 -0.0003 0.0003
Si 0.0071 0.0013 -0.0022
Si -0.0015 -0.0013 0.0001
Si -0.0011 -0.0015 -0.0002
Si -0.0019 -0.0023 0.0004
Si -0.0013 -0.0012 -0.0008
Si -0.0022 -0.0022 0.0054
Si -0.0016 -0.0019 -0.0015
Si -0.0012 -0.0012 -0.0007
Si -0.0014 -0.0013 0
Si -0.0005 -0.0015 0.0013
Si 0.0011 0.0014 -0.0026
Si -0.0013 -0.0017 -0.0001
Si -0.0027 0 0.0007
Si -0.0014 -0.0012 0.0003
Si -0.0019 -0.0007 -0.0011
Si -0.0028 -0.0015 0.0003
Si -0.0014 -0.0012 -0.0001
Si 0.0003 -0.0007 -0.0002
Si -0.0015 -0.0014 0.0001
O 0.0002 0.0012 -0.0028
O -0.0012 -0.0016 0.0007
O 0 -0.0004 -0.0007
O -0.0015 -0.0004 0.0002
O -0.0007 -0.0012 0
O -0.0009 0 0.0001
O -0.001 -0.001 0.0004
O -0.0011 -0.0007 0.0005
O -0.0014 -0.0014 0.0006
O -0.0016 -0.0015 0.0002
O -0.0025 -0.0009 -0.0001
O -0.0011 -0.0013 0.0009
O -0.0013 -0.0007 0.0007
O -0.0013 -0.0013 0.0002
O -0.0018 -0.0017 0.0003
O -0.0006 -0.001 0.0002
O -0.0009 -0.0016 0.0005
O -0.0007 -0.001 0.0006
O -0.0017 -0.0008 -0.0001
O -0.001 -0.0008 0.0003
O -0.0016 -0.0011 0.0006
O -0.0017 -0.0013 0.0005
O -0.001 -0.002 0.0004
O -0.0013 -0.0007 0.0008
O -0.001 -0.001 0.0005
O -0.0011 -0.0007 0.0003
O -0.0016 -0.0007 0.0007
O -0.0009 -0.0012 0.0006
O -0.0006 -0.0005 -0.0008
O -0.0012 -0.0013 0.0006
O 0.0015 -0.0052 0.001
O -0.0011 -0.0015 0.0006
O -0.0015 -0.0006 0.0008
O -0.0037 -0.0031 -0.0019
O -0.0006 -0.0008 -0.0005
O -0.0009 -0.0012 0.0006
O -0.0016 -0.0007 0.0008
O -0.0009 -0.0013 0
O -0.0017 -0.0009 0.0002
O -0.0014 -0.0014 0
O -0.0024 0.001 0.0017
O -0.0016 -0.0002 -0.0005
O -0.0019 -0.0001 -0.001
O -0.0014 -0.0011 0.0002
O -0.001 -0.0012 0.0004
O -0.0013 -0.0013 0.001
O -0.0008 -0.0014 0.0003
O -0.001 -0.0013 0.0004
O -0.0018 -0.0005 0.0004
O -0.0007 -0.0012 0.0003
O -0.0003 0 -0.0004
O -0.0006 -0.0013 0.0024
O -0.0015 -0.0011 0.0002
O -0.0008 -0.0037 0.0005
O -0.0016 -0.0016 0.0018
O -0.0006 -0.0016 0.0004
O -0.0001 -0.0025 0.0002
O -0.0013 -0.0012 0.0006
O -0.0016 -0.0016 0.0007
O -0.0013 -0.0015 0.0008
O -0.0009 -0.0008 0.0005
O -0.0009 -0.0014 0.0001
O -0.0008 -0.0009 0.0004
O -0.0004 -0.0009 0.0002
O -0.0057 -0.0018 0.0006
O -0.0027 -0.0015 0.0012

The program warned: the cutoff lies below the one the program advises for these potential files; the forces do not sum to zero within the program's tolerance; the exchange-correlation potential is rough where the density is thin.
